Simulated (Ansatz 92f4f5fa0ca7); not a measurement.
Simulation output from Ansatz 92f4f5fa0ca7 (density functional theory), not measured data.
Periodic cell of 214 atoms, Si126O80As8, from a study of silicon, its oxide and their interface. The atomic structure is a simulated model.
Doubt: the cutoff is far below the 930 eV that the study's wrapper takes by default for these files, so forces and energies are approximate.
This geometry differs little from another in the collection (a relaxation step or a small displacement).

Settings: functional PBE; potential files Ansatz PAW; basis plane waves; wave-function cutoff 580 eV; density cutoff ratio 5; exchange-correlation grid ratio 1; k mesh 1 x 1 x 1, Gamma-centred; self-consistency stop 5e-08 eV per atom in the density residual; occupations fixed; spin none; net charge 0.

Cell vectors (angstrom)
a, 10.938, 0, 0
b, 0, 10.938, 0
c, 0, 0, 31.8952

Atoms and the computed forces on them: element, x, y, z (angstrom), force x, y, z (eV/angstrom)
As, 0.4411, -0.4289, 24.2495, -0.0004, 0.0008, -0.0028
Si, 5.8567, -0.3895, 24.6064, -0.0015, -0.0021, 0.0044
Si, 2.2577, 3.3486, 24.3663, -0.0017, -0.0035, 0.0051
As, 7.7447, 3.1809, 24.311, 0.0005, 0.0003, -0.004
Si, 0.3395, 5.1158, 24.4988, 0.0027, -0.0017, 0.0037
As, 5.894, 5.0359, 24.285, 0.0006, 0, -0.0018
As, 2.2904, 8.6514, 24.2878, -0.0006, 0, 0.0004
Si, 7.6281, 8.797, 24.4163, 0.0035, -0.0039, 0.0057
Si, 1.3864, 1.3994, 25.6336, -0.0084, -0.0003, 0.002
Si, 6.8217, 1.4379, 25.7976, 0.0082, 0.0043, 0.0054
Si, 4.0955, 4.1477, 25.7325, 0.0009, 0.0096, 0.0038
Si, 9.5198, 4.1014, 25.7718, -0.0057, -0.0085, 0.0057
Si, 1.3433, 6.8982, 25.7531, 0.0086, 0.0044, 0.0032
Si, 6.8347, 6.8476, 25.6765, -0.0065, 0.0005, 0.0035
Si, 4.0306, 9.573, 25.7878, -0.0035, -0.0066, 0.0051
Si, 9.5675, 9.5953, 25.6753, 0.0006, 0.0061, 0.0022
Si, 2.7262, 0.0718, 27.0999, 0.01, 0.0058, -0.0001
Si, 8.242, 0.0471, 27.1024, -0.0038, -0.0031, 0.0044
Si, -0.0272, 2.6906, 27.0838, 0.0059, 0.0047, 0.0027
Si, 5.4037, 2.7448, 27.1244, -0.0075, -0.0096, -0.0003
Si, 2.7512, 5.5348, 27.1104, -0.0042, -0.0048, 0.0034
Si, 8.2082, 5.5275, 27.1026, 0.0071, 0.009, 0.0011
Si, -0.0656, 8.2088, 27.1006, -0.0085, -0.0069, 0.0011
Si, 5.4282, 8.1619, 27.0989, 0.0036, 0.0037, 0.0038
Si, 4.1018, 1.3673, 28.477, -0.1129, 0.0287, 0.382
Si, 9.5708, 1.3673, 28.477, 0.1767, -0.0268, 0.4342
Si, 1.3673, 4.1018, 28.477, -0.0379, 0.002, -0.4476
Si, 6.8362, 4.1018, 28.477, -0.1051, 0.2031, -0.3325
Si, 4.1018, 6.8362, 28.477, 0.0437, 0.021, 0.5592
Si, 9.5708, 6.8362, 28.477, -0.048, 0.0761, 0.3161
Si, 1.3673, 9.5708, 28.477, -0.1827, 0.1976, -0.4247
Si, 6.8362, 9.5708, 28.477, -0.006, 0.0038, -0.4574
Si, 0, 0, 29.8442, -0.0199, 0.0059, 0.0378
Si, 5.469, 0, 29.8442, -0.0164, 0.0076, -0.0366
Si, 2.7345, 2.7345, 29.8442, 0.0451, -0.0334, 0.005
Si, 8.2035, 2.7345, 29.8442, 0.0715, -0.0216, -0.0287
Si, 0, 5.469, 29.8442, -0.0194, 0.0039, -0.0318
Si, 5.469, 5.469, 29.8442, -0.0167, 0.0005, 0.0409
Si, 2.7345, 8.2035, 29.8442, 0.0859, -0.0242, -0.0209
Si, 8.2035, 8.2035, 29.8442, 0.038, -0.0421, 0.0014
Si, 1.3673, 1.3673, 31.2115, -0.0388, 0.0112, 0.011
Si, 6.8362, 1.3673, 31.2115, -0.0078, -0.0188, -0.0205
Si, 4.1018, 4.1018, 31.2115, -0.0191, 0.0249, 0.0148
Si, 9.5708, 4.1018, 31.2115, -0.0093, 0.0031, -0.0151
Si, 1.3673, 6.8362, 31.2115, 0.0028, 0.0185, -0.0214
Si, 6.8362, 6.8362, 31.2115, -0.0463, 0.0267, 0.0118
Si, 4.1018, 9.5708, 31.2115, -0.0102, 0, -0.0145
Si, 9.5708, 9.5708, 31.2115, -0.0078, 0.0452, 0.0169
Si, 2.7345, 0, 0.6835, 0.0695, -0.0276, 0.0004
Si, 8.2035, 0, 0.6835, -0.0045, 0.0727, -0.0048
Si, 0, 2.7345, 0.6835, -0.0602, 0.0051, -0.0091
Si, 5.469, 2.7345, 0.6835, 0.0429, -0.0707, -0.0108
Si, 2.7345, 5.469, 0.6835, 0.0088, 0.0443, -0.0121
Si, 8.2035, 5.469, 0.6835, 0.0941, -0.0487, 0.002
Si, 0, 8.2035, 0.6835, 0.0547, -0.1211, -0.0119
Si, 5.469, 8.2035, 0.6835, -0.0504, 0.0185, -0.007
Si, 4.1018, 1.3673, 2.0507, -0.0044, 0.0771, 0.0058
Si, 9.5708, 1.3673, 2.0507, 0.0196, -0.0615, -0.0256
Si, 1.3673, 4.1018, 2.0507, 0.0294, -0.0002, -0.0275
Si, 6.8362, 4.1018, 2.0507, -0.0963, 0.0085, -0.0366
Si, 4.1018, 6.8362, 2.0507, -0.0095, -0.0401, -0.0062
Si, 9.5708, 6.8362, 2.0507, -0.0123, 0.1205, -0.0266
Si, 1.3673, 9.5708, 2.0507, -0.0573, 0.0762, -0.0351
Si, 6.8362, 9.5708, 2.0507, -0.043, -0.0634, -0.0177
Si, 0, 0, 3.418, -0.0262, -0.0205, -0.8478
Si, 5.469, 0, 3.418, 0.0539, -0.0477, 0.5621
Si, 2.7345, 2.7345, 3.418, 0.2326, 0.2627, -0.3409
Si, 8.2035, 2.7345, 3.418, -0.0745, -0.0324, 0.552
Si, 0, 5.469, 3.418, 0.1559, -0.0264, 0.6717
Si, 5.469, 5.469, 3.418, -0.0613, -0.234, -0.3842
Si, 2.7345, 8.2035, 3.418, 0.0612, -0.1611, 0.4981
Si, 8.2035, 8.2035, 3.418, 0.0193, -0.2836, -0.5817
Si, 1.3714, 1.3459, 4.675, 0.0091, 0.0065, 0.0041
Si, 6.8465, 1.3472, 4.8682, 0.0076, -0.0027, -0.0031
Si, 4.1198, 4.1014, 4.775, -0.0045, -0.0035, -0.0002
Si, 9.579, 4.0854, 4.8537, -0.0011, 0.0041, 0.0028
Si, 1.4051, 6.8212, 4.8829, -0.0016, 0.0013, -0.005
Si, 6.8978, 6.7667, 4.7134, -0.0091, -0.009, 0.0049
Si, 4.135, 9.5248, 4.8455, -0.0074, -0.0021, 0.0024
Si, 9.5879, 9.5543, 4.6818, 0.0001, 0.0007, 0.0021
Si, 2.6232, -0.0231, 6.0764, 0.0013, 0.0112, -0.0039
Si, 8.321, -0.1004, 6.1175, 0.005, -0.0044, -0.0137
Si, 0.0523, 2.6215, 6.1066, 0.0047, -0.0058, -0.0035
Si, 5.4058, 2.7179, 6.2207, -0.0108, 0.0055, 0
Si, 2.8675, 5.4612, 6.2795, 0.0088, 0.0007, 0.0028
Si, 8.1793, 5.4782, 6.2176, 0.0014, 0.0023, -0.0059
Si, -0.0761, 8.2623, 6.1093, -0.0034, 0.0036, -0.0012
Si, 5.6442, 8.1124, 6.1168, 0.0145, 0.0027, -0.0097
Si, 3.4868, 1.7722, 7.3365, -0.0079, -0.0141, -0.0143
As, 10.0374, 0.887, 7.5536, 0.0015, 0.0032, 0.0032
Si, 1.8477, 3.5821, 7.3235, 0.0018, 0.0039, -0.0096
Si, 6.4908, 4.364, 7.5564, 0.0091, 0.0082, 0.0049
Si, 4.7963, 6.3754, 7.5146, -0.0173, -0.0166, -0.0037
As, 9.1698, 7.276, 7.566, 0.0015, -0.0023, -0.0006
As, 0.9065, 9.9766, 7.5409, -0.0001, 0.0008, 0.0023
As, 7.3589, 9.1107, 7.5495, -0.0049, 0.0012, 0.0082
O, 4.603, 7.1746, 8.9757, 0.0009, 0.0034, 0.0016
O, 7.0873, 3.5594, 8.9363, -0.0055, -0.0016, -0.0031
O, 1.4107, 3.8825, 8.8913, -0.0022, 0.0064, 0.0179
O, 3.5115, 1.243, 8.9243, 0.0032, -0.0001, 0.0086
O, 5.3251, 11.1115, 23.141, 0.0005, -0.0008, -0.0045
O, 7.8451, 8.6574, 22.768, -0.0016, 0.0022, -0.0006
O, -0.3752, 5.8139, 23.1537, -0.0009, -0.0009, -0.0017
O, 2.8814, 3.1155, 22.8385, -0.0011, 0.001, -0.0022
Si, 7.1871, -6.4874, 12.3708, -0.0002, -0.0014, 0.0003
Si, 11.7324, -15.0363, 19.4786, -0.0018, 0.0006, 0.0001
Si, -3.4347, 1.1161, 19.7327, -0.0002, 0.0001, 0.0021
Si, 4.6339, 11.4853, 15.3864, -0.0002, 0.0009, -0.0001
Si, 2.939, 0.3402, 12.7711, -0.0003, -0.0008, -0.0033
Si, 14.3182, 2.9408, 21.3001, -0.0006, 0.0017, -0.0029
Si, 12.7292, -2.3216, 11.6023, -0.004, -0.0004, -0.0011
Si, 7.8768, 7.9243, 21.3109, -0.0003, -0.0015, -0.006
Si, 7.8138, 0.4357, 14.6288, -0.0019, -0.0001, 0.0009
Si, 5.1473, 11.1817, 21.5412, -0.0004, 0, -0.0018
Si, 9.5841, 3.2117, 19.9984, -0.0004, 0.0005, 0.0022
Si, 7.5858, -7.6791, 15.3442, 0.0004, 0.0001, 0.0026
Si, -1.3711, -2.1954, 14.9168, -0.0012, 0.0015, 0.001
Si, -3.1655, -3.3019, 16.9084, 0, 0.0011, 0.0021
Si, -4, 2.5138, 10.2047, 0.0019, -0.0038, 0.0009
Si, 3.2821, 16.5029, 16.7866, -0.0008, 0.0006, 0.001
Si, 9.8564, 5.6941, 21.6932, -0.0005, 0.0023, -0.0054
Si, 3.5432, -5.2651, 19.8308, 0, 0.0011, 0.0017
Si, 2.5743, 5.8259, 12.5006, 0.0032, 0.0038, -0.0035
Si, 0.5125, -4.1087, 16.4198, -0.0018, -0.0012, -0.0004
Si, 3.1556, 2.6239, 17.0192, -0.0006, 0.0012, 0.0006
Si, 8.8403, 0.6307, 11.7671, -0.0004, 0, -0.0035
Si, 1.317, 1.6922, 19.3152, -0.0017, -0.0012, 0.0033
Si, 15.3021, 8.3741, 10.0434, -0.0003, 0.0065, 0.0036
Si, 9.7407, -2.2344, 11.7028, 0.0001, 0.0001, -0.0006
Si, -1.8699, 9.5459, 18.9383, -0.0006, 0.0004, 0.0008
Si, -5.9045, -3.5529, 15.5236, -0.0034, -0.0011, 0.001
Si, 5.3731, 6.9011, 12.5878, -0.0022, 0.0012, 0.0002
Si, 0.4639, 13.1939, 12.6799, -0.0009, -0.0003, -0.0003
Si, 0.3285, -6.0588, 14.0832, -0.003, 0.0035, 0.0027
Si, 3.8105, -1.5555, 17.332, 0, 0.0015, 0.0006
Si, 4.8822, -2.5174, 20.2033, -0.0007, -0.0017, 0.0024
Si, -1.2403, -5.1486, 11.5357, 0.0016, -0.0007, 0.0025
Si, 1.028, -17.5164, 10.3683, -0.0015, 0.0021, -0.0045
Si, 12.1331, 9.6721, 18.879, -0.0012, 0.0006, 0.0019
Si, 4.5103, 0.5204, 9.9859, 0.0032, -0.0044, 0.0038
Si, -2.773, 4.7883, 17.8121, -0.0003, 0.0013, 0.001
Si, 5.9743, 2.915, 17.7885, -0.0023, 0.0009, 0.0012
O, 0.6444, 3.0749, 11.286, 0.0007, 0.0041, -0.0006
O, 6.6047, 0.3239, 20.8188, -0.0056, 0.0001, 0.0021
O, 2.6162, -6.8393, 16.5827, -0.0009, -0.0005, 0.001
O, 13.0369, -8.3301, 20.3799, 0.0007, -0.0012, 0.0013
O, 7.2667, 3.9319, 13.9066, -0.0013, 0.0015, 0.0005
O, 15.3177, 12.5844, 21.1893, -0.0006, -0.001, 0.0028
O, 4.6047, -2.1395, 18.6332, -0.0011, 0.0005, -0.0004
O, 8.9346, 8.6972, 20.3254, -0.0029, -0.0005, 0.0015
O, 10.9163, 3.2828, 13.8885, 0.0002, 0.0006, -0.0008
O, 6.714, 15.1901, 18.3687, -0.0008, -0.0002, 0.0009
O, -7.1808, 1.9214, 15.6733, -0.001, -0.0014, 0.0013
O, 6.1998, 2.948, 16.1635, -0.0006, 0.0002, 0.0009
O, 12.8647, 12.8078, 17.7956, -0.0018, 0, 0.002
O, -2.5079, 4.2878, 16.2767, -0.0005, 0.0002, 0.0011
O, 2.758, -2.4899, 10.3109, -0.0005, -0.0011, 0.0019
O, 11.2195, -13.2008, 11.0296, 0.0038, -0.002, 0.0065
O, 10.4694, 5.7885, 12.9792, -0.0007, -0.0019, -0.0056
O, 10.7151, 2.1785, 19.466, 0.0007, 0.0006, 0.0005
O, 4.4424, -1.1674, 21.0475, 0.001, 0.0028, 0.0023
O, 2.1255, -4.2532, 16.5449, -0.0015, -0.0001, 0.0015
O, -4.5052, 8.0273, 20.551, -0.0007, 0.0009, 0.002
O, 12.8211, 1.5505, 13.0815, -0.0008, 0.0015, 0.0007
O, -2.0886, 10.2156, 15.1886, -0.0007, 0.0005, 0.0007
O, 2.015, 7.353, 12.6009, 0.0037, -0.0043, -0.0009
O, 8.3199, 12.6605, 10.6573, -0.0031, 0.0023, 0.002
O, 6.3456, 3.3717, 11.4815, 0.0002, 0.0001, -0.001
O, -7.0492, -0.0081, 14.0465, -0.002, 0.0009, 0.0009
O, -2.2843, 11.0766, 19.1904, -0.0012, -0.0011, 0.0001
O, 7.7701, 11.4124, 12.9935, -0.0002, 0.0012, 0.0012
O, 1.9136, 5.6805, 19.709, -0.0006, -0.0008, 0.0001
O, -0.2797, 6.5944, 20.6322, -0.0056, -0.0041, 0.0063
O, 13.0046, -0.9856, 12.4608, -0.0015, -0.0014, -0.0002
O, -1.8945, 7.2753, 11.286, 0, -0.0018, 0.0012
O, -0.2304, -5.5269, 10.3106, 0.0034, -0.0049, 0.0043
O, 9.8616, -2.2083, 13.328, -0.001, -0.0001, -0.0031
O, 21.2063, 1.1154, 12.407, -0.0004, 0.001, 0.0024
O, 9.9417, 4.1058, 21.3123, -0.0003, 0.0027, 0.0021
O, 1.4338, 11.0471, 19.7233, -0.0017, 0.0013, -0.0017
O, -2.4524, -3.3095, 15.4355, -0.0016, 0.0002, 0.0016
O, -1.595, 4.241, 18.765, -0.0021, -0.0002, 0.0022
O, 2.2867, 5.1421, 11.0508, -0.0062, 0.0023, 0.0011
O, -9.0113, 5.0028, 13.7431, -0.0014, 0.0009, 0
O, 8.4038, -9.0771, 15.1762, 0, -0.0001, 0.0006
O, -5.4174, -14.1852, 14.0062, -0.0019, -0.0011, -0.0011
O, -4.732, -3.3923, 16.6127, -0.0019, 0.0008, 0
O, 4.0193, -5.2517, 18.256, -0.0013, 0.0005, 0.0002
O, -13.5303, -4.5751, 21.6141, 0.0029, 0.0019, 0.0023
O, 3.9201, -2.4736, 15.99, -0.0011, 0.001, 0.0031
O, 4.1741, 5.8166, 12.6642, -0.0069, 0.003, -0.0033
O, 4.0031, 4.3592, 20.7139, -0.0027, -0.0027, 0.0008
O, 4.3835, 2.8414, 18.0904, -0.0014, -0.0005, 0
O, 10.9451, 8.2459, 15.7106, 0.0008, 0.0004, 0.0016
O, 4.0619, -3.893, 20.5629, -0.0008, 0.0009, -0.0003
O, 5.9229, -9.6357, 9.852, -0.0018, 0.0042, 0.0015
O, -2.8232, -1.9679, 17.7556, -0.0006, 0.0006, 0.0019
O, 12.3976, -2.6202, 19.7518, -0.001, 0.0001, -0.0012
O, -2.3067, -6.3718, 11.6261, 0.0054, 0.0047, 0.0014
O, 2.2257, -1.3126, 17.6213, -0.0014, 0.0006, 0.0014
O, 15.3734, -5.0689, 15.6653, -0.0007, 0.0009, 0.001
O, -2.7352, 6.3961, 17.8538, -0.0014, -0.0004, 0.0001
O, 14.824, -10.2604, 11.482, -0.0011, 0.0007, -0.0011
O, 0.0628, -4.1748, 18.0022, -0.001, 0.0001, -0.0003
O, 10.5909, -1.3241, 18.3724, -0.0019, 0.0008, 0.0007
O, -1.9459, -0.8899, 11.1423, 0.0004, 0.0007, 0.0032
O, 4.4829, 10.7768, 16.8559, -0.0018, -0.0025, 0.0004
O, 8.2391, 2.3939, 20.4172, -0.0017, -0.0004, -0.0004
O, 6.6729, 5.9846, 12.3287, -0.0013, 0.0003, 0.0031
O, 6.241, 11.2947, 15.0846, -0.0009, 0.0007, 0.0011
O, 6.6306, 1.5882, 18.4476, -0.0006, 0, 0.0011
O, 4.7967, -1.0521, 9.5826, -0.0027, 0.0045, 0.0013
O, 5.177, 8.0146, 11.4199, -0.0008, -0.0022, 0.0017
O, -10.9438, 5.5296, 15.5446, 0.0006, 0.0015, -0.0016

Results
free energy: -164449.436 eV
free energy less fixed offsets of As -4856.12, O -568.88, Si -635.61 eV per atom: -3.216 eV

The program warned: the cutoff lies below the one the program advises for these potential files; the exchange-correlation potential is rough where the density is thin.
